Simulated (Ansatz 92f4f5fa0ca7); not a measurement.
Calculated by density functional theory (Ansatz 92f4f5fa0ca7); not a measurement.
Periodic cell of 288 atoms, Si194O94, from a study of silicon, its oxide and their interface. The atomic structure is a simulated model.
Doubt: the cutoff is far below the 930 eV that the study's wrapper takes by default for these files, so forces and energies are approximate.

Settings: functional PBE; potential files Ansatz PAW; basis plane waves; wave-function cutoff 580 eV; density cutoff ratio 5; exchange-correlation grid ratio 1; k mesh 1 x 1 x 1, Gamma-centred; self-consistency stop 5e-08 eV per atom in the density residual; occupations fixed; spin none; net charge 0.

Cell vectors (angstrom)
a, 11.6015, 0, 0
b, 0, 10.938, 0
c, 0, 0, 41.0783

Atoms and the computed forces on them: element, x, y, z (angstrom), force x, y, z (eV/angstrom)
Si, 0, 0, 0.9665, 0.0068, 0.0164, 0.0104
Si, 3.8672, 0, 0.9665, -0.0022, 0.0242, 0.007
Si, 7.7343, 0, 0.9665, -0.0059, 0.0597, 0.0004
Si, 1.9336, 1.3673, 0.9665, -0.0025, -0.03, 0.0004
Si, 5.8008, 1.3673, 0.9665, -0.009, -0.0388, -0.0128
Si, 9.6679, 1.3673, 0.9665, 0.0112, -0.0737, -0.0139
Si, 0, 5.469, 0.9665, 0.0045, 0.0535, 0.0143
Si, 3.8672, 5.469, 0.9665, -0.007, 0.024, 0.0037
Si, 7.7343, 5.469, 0.9665, 0.0028, 0.048, 0.0035
Si, 1.9336, 6.8362, 0.9665, 0.0026, -0.0217, -0.0006
Si, 5.8008, 6.8362, 0.9665, -0.0038, -0.0581, -0.0057
Si, 9.6679, 6.8362, 0.9665, 0.0016, -0.0314, -0.0122
Si, 1.9336, 2.7345, 40.1112, 0.0013, 0.0004, 0.037
Si, 5.8008, 2.7345, 40.1112, 0.0002, 0.0508, -0.0028
Si, 9.6679, 2.7345, 40.1112, -0.0109, 0.0926, -0.0142
Si, 0, 4.1018, 40.1112, 0.0001, -0.0421, -0.0027
Si, 3.8672, 4.1018, 40.1112, -0.0128, -0.0276, -0.0152
Si, 7.7343, 4.1018, 40.1112, 0.0005, -0.0485, -0.0212
Si, 1.9336, 8.2035, 40.1112, -0.0043, -0.0007, 0.0346
Si, 5.8008, 8.2035, 40.1112, -0.0022, 0.0731, -0.0174
Si, 9.6679, 8.2035, 40.1112, -0.0052, 0.0581, -0.017
Si, 0, 9.5708, 40.1112, 0.0017, -0.0199, 0.0006
Si, 3.8672, 9.5708, 40.1112, -0.0144, -0.0207, -0.0002
Si, 7.7343, 9.5708, 40.1112, -0.0038, -0.0871, -0.0362
Si, 0, 0, 4.8337, 0.0259, 0.133, -0.2033
Si, 3.8672, 0, 4.8337, -0.0168, 0.112, -0.0816
Si, 7.7343, 0, 4.8337, 0.0139, 0.1099, -0.0038
Si, 1.9336, 1.3673, 4.8337, 0.0141, 0.0333, 0.1285
Si, 5.8008, 1.3673, 4.8337, 0.0346, 0.0022, -0.0027
Si, 9.6679, 1.3673, 4.8337, -0.0096, 0.0576, 0.1837
Si, 0, 5.469, 4.8337, 0.0077, 0.0902, 0.1829
Si, 3.8672, 5.469, 4.8337, 0.0239, 0.1335, -0.1007
Si, 7.7343, 5.469, 4.8337, 0.0015, 0.1522, 0.0904
Si, 1.9336, 6.8362, 4.8337, -0.0177, 0.0546, 0.0378
Si, 5.8008, 6.8362, 4.8337, 0.0229, 0.0406, 0.0705
Si, 9.6679, 6.8362, 4.8337, 0.0119, 0.0091, -0.1612
Si, 1.9336, 2.7345, 2.9001, -0.0012, 0.0469, 0.0286
Si, 5.8008, 2.7345, 2.9001, -0.0007, 0.034, 0.01
Si, 9.6679, 2.7345, 2.9001, 0.0094, 0.0721, 0.021
Si, 0, 4.1018, 2.9001, 0.0048, -0.0692, 0.0117
Si, 3.8672, 4.1018, 2.9001, 0.0011, -0.0068, -0.0257
Si, 7.7343, 4.1018, 2.9001, 0.001, -0.0634, 0.0124
Si, 1.9336, 8.2035, 2.9001, 0.0035, 0.0355, 0.0142
Si, 5.8008, 8.2035, 2.9001, -0.0054, 0.0634, 0.012
Si, 9.6679, 8.2035, 2.9001, 0.0089, 0.0205, -0.0068
Si, 0, 9.5708, 2.9001, -0.0045, -0.0162, -0.019
Si, 3.8672, 9.5708, 2.9001, 0.0079, -0.0201, -0.0157
Si, 7.7343, 9.5708, 2.9001, 0.0072, -0.0562, -0.0053
Si, 0.0015, -0.2589, 30.5315, 0.4905, -0.285, -0.0404
Si, 3.8138, -0.1867, 30.4599, -0.4219, 0.0355, -0.4812
Si, 8.0868, 0.091, 29.4322, -0.4185, -0.0099, -0.7151
Si, 1.8803, 1.1374, 30.5694, -0.3093, 0.2111, -0.0024
Si, 5.4766, 1.4491, 30.2441, -0.1888, 0.358, -0.1331
Si, 9.9477, 1.2882, 30.0968, 0.7017, 0.3863, -0.0384
Si, 0.2834, 4.9283, 30.3618, -0.1067, -0.1932, 0.0779
Si, 3.7125, 5.6113, 30.4654, 0.2331, 0.0082, -0.1893
Si, 7.0662, 5.6592, 29.7086, -0.3649, 0.0901, 0.0142
Si, 1.7009, 6.7199, 30.6748, -0.0978, 0.0368, -0.1327
Si, 5.4014, 7.2138, 30.2085, -0.0262, -0.0218, -0.0718
Si, 9.7184, 6.7448, 29.4443, 0.0486, -0.1314, -0.0574
Si, 1.924, 2.6097, 32.4167, 0.1954, -0.0253, 0.1529
Si, 5.7725, 2.6606, 32.3057, -0.2098, -0.055, 0.0224
Si, 9.5999, 2.5472, 32.1594, 0.2125, -0.0227, 0.372
Si, -0.0577, 3.8684, 32.4123, 0.0466, 0.0115, -0.0601
Si, 3.8437, 4.0675, 32.3256, -0.1828, -0.0339, -0.0259
Si, 7.721, 3.9704, 32.3548, 0.042, 0.2913, -0.3619
Si, 1.8711, 8.1093, 32.529, 0.1, 0.1131, 0.077
Si, 5.7479, 8.2119, 32.3169, -0.0991, -0.0954, 0.1589
Si, 9.6059, 8.1516, 32.4237, 0.4311, -0.3066, -0.2446
Si, -0.0463, 9.4402, 32.4975, -0.11, 0.0033, 0.0432
Si, 3.7925, 9.515, 32.4357, 0.0583, -0.2668, 0.1393
Si, 7.7225, 9.4819, 32.3054, -0.4043, 0.0892, -0.0707
Si, -0.0242, -0.0242, 34.3345, -0.0227, 0.1249, 0.022
Si, 3.8476, -0.0476, 34.3405, -0.0203, 0.142, 0.0791
Si, 7.6928, -0.035, 34.2318, 0.1288, 0.0977, 0.0552
Si, 1.9311, 1.3147, 34.3796, -0.0197, 0.0467, -0.1417
Si, 5.7667, 1.3327, 34.2835, 0.0277, -0.0053, -0.0586
Si, 9.6306, 1.3238, 34.2352, -0.0673, -0.0751, -0.1271
Si, -0.0353, 5.3568, 34.2993, 0.042, 0.0152, -0.1495
Si, 3.8564, 5.4014, 34.3033, 0.0174, 0.0644, -0.0841
Si, 7.719, 5.368, 34.2793, -0.0719, 0.067, 0.1138
Si, 1.9003, 6.7283, 34.3947, 0.0857, -0.1139, -0.0052
Si, 5.7898, 6.7789, 34.2414, 0.0567, -0.0518, -0.0397
Si, 9.6468, 6.7276, 34.2954, -0.1389, -0.0674, 0.0098
Si, 1.9234, 2.727, 36.2683, -0.0185, 0.0254, -0.0723
Si, 5.7913, 2.7036, 36.2309, 0.0356, 0.046, 0.0076
Si, 9.6424, 2.6936, 36.2071, -0.031, 0.0895, -0.0496
Si, -0.0276, 4.0636, 36.2636, -0.0229, -0.0753, -0.0295
Si, 3.8673, 4.0753, 36.2591, 0.0234, -0.0294, -0.0761
Si, 7.7174, 4.0786, 36.2513, -0.0123, -0.1346, -0.0093
Si, 1.9168, 8.1807, 36.2625, -0.0215, 0.0386, -0.0456
Si, 5.8003, 8.1577, 36.2053, 0.0482, 0.0789, -0.0006
Si, 9.6519, 8.1575, 36.2115, -0.0294, 0.1774, 0.0042
Si, -0.0208, 9.5455, 36.2637, -0.0667, -0.0818, -0.1204
Si, 3.8657, 9.531, 36.2659, 0.0747, -0.0929, -0.1143
Si, 7.7227, 9.5616, 36.2087, -0.0256, -0.1947, -0.0555
Si, 0, 0, 38.1776, -0.0509, -0.0167, 0.0576
Si, 3.8672, 0, 38.1776, 0.0223, -0.0448, 0.0373
Si, 7.7343, 0, 38.1776, 0.0001, -0.0535, -0.1763
Si, 1.9336, 1.3673, 38.1776, 0.0002, -0.1185, 0.1223
Si, 5.8008, 1.3673, 38.1776, -0.0094, -0.1397, -0.0462
Si, 9.6679, 1.3673, 38.1776, -0.0334, -0.1445, -0.1481
Si, 0, 5.469, 38.1776, -0.0509, -0.0049, -0.0208
Si, 3.8672, 5.469, 38.1776, 0.0249, 0.0041, -0.0082
Si, 7.7343, 5.469, 38.1776, -0.0199, -0.0266, 0.0067
Si, 1.9336, 6.8362, 38.1776, -0.0161, -0.1186, 0.1846
Si, 5.8008, 6.8362, 38.1776, 0.0365, -0.1099, -0.1129
Si, 9.6679, 6.8362, 38.1776, -0.0467, -0.0861, -0.0532
Si, 1.9458, 2.7676, 6.7708, -0.0217, 0.0583, 0.0451
Si, 5.817, 2.7668, 6.7491, 0.0359, 0.0156, 0.0722
Si, 9.6705, 2.7681, 6.7842, -0.0104, 0.0663, 0.0506
Si, 0.0114, 4.1339, 6.8068, 0.0196, -0.0422, 0.0574
Si, 3.8834, 4.1212, 6.7529, -0.0356, -0.0133, 0.0517
Si, 7.7382, 4.1378, 6.7908, 0.0396, -0.0606, -0.0014
Si, 1.9334, 8.2219, 6.7714, 0.0371, 0.0493, 0.0679
Si, 5.8086, 8.2366, 6.7684, -0.0052, 0.0879, 0.0776
Si, 9.6802, 8.2272, 6.7367, -0.0103, 0.1595, 0.0032
Si, 0.0036, 9.6112, 6.7584, -0.015, -0.1702, -0.018
Si, 3.8665, 9.6014, 6.768, 0.0304, -0.0346, 0.0205
Si, 7.7503, 9.6068, 6.7832, -0.0016, -0.0395, 0.0244
Si, 0.0117, 0.1358, 8.6152, -0.0961, 0.1226, -0.0311
Si, 3.8882, 0.1043, 8.6585, 0.0254, 0.0548, 0.0295
Si, 7.757, 0.0652, 8.7211, 0.0537, -0.0059, -0.0354
Si, 1.9495, 1.4661, 8.748, -0.0052, 0.0073, 0.1584
Si, 5.8378, 1.4495, 8.7071, 0.0472, -0.0796, 0.041
Si, 9.6662, 1.49, 8.7845, -0.0318, 0.0306, 0.0917
Si, 0.037, 5.4924, 8.7828, 0.0005, -0.0036, 0.1169
Si, 3.9044, 5.4971, 8.6752, 0.0082, -0.0631, 0.1004
Si, 7.7373, 5.5439, 8.7192, 0.0044, 0.0834, 0.1952
Si, 1.9713, 6.8626, 8.7203, -0.0498, -0.0819, -0.07
Si, 5.807, 6.906, 8.7311, -0.0061, -0.0995, 0.0029
Si, 9.7043, 6.8534, 8.637, 0.0599, -0.1246, -0.053
Si, 1.9134, 2.8231, 10.7553, 0.1253, -0.1975, 0.0675
Si, 5.9006, 2.7851, 10.6828, -0.134, 0.1177, 0.0308
Si, 9.6413, 2.9399, 10.7704, 0.0362, 0.1777, -0.2165
Si, 0.0214, 4.2392, 10.8552, 0.0998, 0.3267, -0.0119
Si, 3.8926, 4.1109, 10.6001, 0.0183, -0.0912, -0.0582
Si, 7.7087, 4.3388, 10.7779, -0.0431, -0.2377, -0.2187
Si, 1.9487, 8.3424, 10.5673, 0.1267, -0.0711, -0.1446
Si, 5.7859, 8.2726, 10.6898, 0.0537, 0.0939, -0.0129
Si, 9.7485, 8.3039, 10.46, -0.2381, -0.0255, -0.042
Si, 0.0397, 9.6595, 10.4378, 0.21, 0.1752, 0.0314
Si, 3.8848, 9.7055, 10.5743, 0.0602, -0.1159, 0.0822
Si, 7.7827, 9.5682, 10.6098, -0.1039, 0.0312, -0.1253
Si, -0.2677, 0.398, 13.1571, -0.0402, 0.0167, 0.4131
Si, 3.995, 0.1519, 12.4906, -0.0614, -0.0938, 0.0801
Si, 7.9622, -0.1292, 12.5739, 0.0228, 0.1092, 0.0987
Si, 2.3422, 1.7521, 12.9136, 0.2047, 0.211, -0.1239
Si, 6.0244, 1.2839, 12.569, 0.2566, 0.0173, 0.1836
Si, 9.4709, 1.6765, 12.7245, -0.5209, 0.0711, 0.0049
Si, 0.3736, 5.507, 12.9891, 0.319, -0.3703, -0.0758
Si, 3.771, 5.5727, 12.4167, -0.0834, -0.1868, 0.0621
Si, 7.4693, 5.5731, 12.8714, -0.2623, -0.2499, 0.166
Si, 2.0147, 7.1263, 12.5571, 0.1991, 0.1825, 0.1621
Si, 5.6052, 6.985, 12.6992, -0.6009, 0.1213, 0.4219
Si, 9.3819, 6.8161, 13.2385, 0.1577, -0.1189, 0.5728
O, -1.0082, 5.8606, 13.8112, -0.2923, 0.1597, -0.0847
O, 9.1183, 8.055, 14.2798, 0.0478, -0.3277, -0.1988
O, 8.8478, 2.4732, 14.0823, 0.1736, 0.0465, -0.1998
O, 1.0399, 1.1709, 13.7641, 0.0925, -0.0657, -0.1636
O, 3.9956, 10.2173, 13.8875, -0.0608, -0.0502, -0.0375
O, 5.1227, 7.8385, 14.0912, 0.2673, -0.0285, -0.4122
O, 0.2521, 10.6174, 11.789, -0.1368, 0.005, -0.1097
O, 6.1711, 2.101, 14.024, 0.0476, 0.1539, -0.2597
O, 2.4493, 7.99, 13.9503, -0.1448, 0.0256, -0.3159
O, 1.197, 4.5703, 14.1021, -0.0079, -0.0492, -0.1199
O, 7.184, 4.5705, 14.1796, 0.1403, 0.0993, -0.1956
O, 10.774, 10.1875, 14.2027, 0.0852, -0.1244, -0.1825
O, 6.4766, 4.4034, 28.8346, 0.0408, -0.0712, 0.1395
O, 8.1269, 10.1497, 28.021, 0.164, 0.1348, 0.424
O, 3.8451, 4.9394, 28.9229, -0.0762, -0.0943, 0.1793
O, 1.3857, 7.631, 29.3382, 0.154, 0.1819, -0.1064
O, 0.1552, 9.9326, 29.0172, -0.0665, -0.0312, 0.1111
O, 10.8146, 2.1434, 28.9124, -0.3416, -0.0729, 0.1927
O, -1.1231, 5.3129, 29.6063, -0.0816, 0.0199, -0.0549
O, 6.818, 1.125, 29.3392, -0.01, -0.1183, 0.1242
O, 7.7489, 5.0476, 31.0667, -0.0722, -0.1447, 0.3177
O, 1.0933, 3.9962, 29.2475, -0.1418, 0.1042, 0.2093
O, 10.4793, 7.6975, 28.3714, -0.2043, -0.0143, 0.0169
O, 3.6536, 9.8324, 29.064, 0.191, -0.0649, 0.4709
Si, -0.7863, 3.1162, 21.6377, -0.0119, -0.1408, 0.0098
Si, 9.2098, 9.6819, 14.3502, -0.4522, 0.3288, 0.1817
Si, 0.3292, 8.431, 28.3989, 0.2202, 0.0288, 0.0303
Si, 4.5581, 8.6274, 28.3908, -0.242, -0.0811, -0.234
Si, -2.8009, 10.1742, 19.9302, -0.0932, 0.059, -0.023
Si, -2.1444, -2.3713, 22.4667, 0.0112, 0.0586, -0.0286
Si, 9.3097, 5.5395, 21.9663, -0.0912, -0.0813, 0.0111
Si, 1.1601, 2.2249, 19.5866, -0.0806, 0.0472, 0.0671
Si, 8.1218, 4.3739, 24.4582, -0.0598, -0.1088, 0.0931
Si, 7.1513, 9.5641, 26.8371, -0.0768, -0.0951, -0.3033
Si, 10.1298, 2.0707, 24.549, -0.0036, 0.0628, 0.0218
Si, 2.3787, 7.912, 26.2681, 0.0764, -0.0152, -0.2634
Si, 5.6233, 7.4665, 22.5446, -0.0763, -0.0449, -0.0026
Si, 5.4011, 15.4887, 25.6439, -0.0077, 0.1775, -0.3765
Si, 2.1621, 10.2118, 19.8721, 0.044, -0.0684, -0.0609
Si, 7.2015, 6.1202, 20.0597, -0.1067, 0.0782, -0.0977
Si, 4.9741, 3.8552, 28.4699, -0.0045, 0.0317, -0.2166
Si, 13.0226, 13.1239, 25.8027, -0.0142, 0.0471, -0.1933
Si, 0.873, 9.078, 22.1693, 0.1404, 0.0036, 0.0582
Si, 14.1947, -0.4562, 24.344, 0.0006, 0.0166, 0.0435
Si, 0.8534, 13.3489, 28.8705, 0.6643, -0.048, -0.0543
Si, 2.5371, 5.0514, 24.7364, 0.1117, -0.0327, -0.0277
Si, 4.4966, -0.6638, 22.027, -0.0768, -0.0054, 0.0583
Si, 3.8041, 8.743, 14.5081, 0.0343, -0.0921, 0.1209
Si, 8.0813, -0.1446, 24.2095, 0.0436, 0.1297, -0.0459
Si, 6.7976, 11.9972, 21.6192, 0.0039, -0.0278, -0.0016
Si, 3.3256, -2.4567, 17.5706, 0.1549, -0.2634, 0.2678
Si, 3.8334, 5.759, 16.9657, 0.0012, 0.1904, 0.076
Si, 2.8343, 4.3707, 14.2324, 0.4351, 0.2893, -0.0309
Si, 7.7009, 9.942, 17.0386, -0.2874, 0.0276, 0.0696
Si, -1.6207, 1.7701, 19.2006, -0.0347, 0.0083, -0.0097
Si, 5.9556, 3.2745, 19.9729, -0.0564, -0.0213, -0.0282
Si, 2.6426, -4.5808, 22.1036, 0.053, -0.1088, 0.0901
Si, 7.3914, 3.0179, 14.6299, -0.1448, -0.269, 0.0934
Si, 7.0785, 6.8579, 25.4015, -0.1196, -0.1232, -0.1232
Si, 7.2624, 12.8752, 17.5285, -0.0437, -0.2892, 0.2525
Si, 3.2652, 4.3866, 19.6806, 0.074, 0.0564, 0.055
Si, 6.0086, 7.5936, 17.6461, -0.1657, 0.1137, 0.1547
O, 5.5585, -1.8853, 22.1927, 0.0159, 0.0044, -0.0011
O, 8.7507, 5.8184, 20.4579, 0.1013, -0.0158, 0.0361
O, 5.3331, 6.4126, 16.7264, 0.0089, -0.1142, -0.1224
O, -0.8561, 4.7425, 21.8726, -0.0168, 0.0632, -0.0154
O, 6.3881, 7.2747, 23.9695, 0.0365, 0.0218, 0.0486
O, 6.8146, 2.6271, 21.2, 0.0135, -0.0177, 0.0224
O, -1.1131, 2.2913, 22.9862, 0.0454, 0.009, -0.0488
O, 8.3193, 4.5731, 22.8507, 0.0413, 0.0296, -0.0959
O, 3.3838, 9.8782, 20.9076, -0.0383, 0.0232, -0.0143
O, 2.0327, 3.4969, 19.1234, -0.0207, -0.0232, -0.0295
O, 7.077, 7.0847, 18.758, 0.0501, -0.0575, 0.0349
O, 8.7918, 10.1095, 15.8604, 0.2228, 0.0707, -0.08
O, 4.3854, 3.4436, 20.4161, -0.0021, 0.0039, -0.0065
O, 3.3859, 4.8516, 15.6978, -0.0684, -0.0917, 0.0945
O, -0.6153, 8.946, 22.756, -0.0055, -0.0059, 0.0329
O, 15.7411, 15.725, 24.6638, 0.059, -0.0272, 0.0716
O, 0.6623, 13.5077, 21.1187, 0.0079, 0.0133, -0.002
O, 7.6244, 8.1008, 26.2768, 0.0685, 0.1084, 0.1568
O, 0.8305, -1.2693, 20.6446, -0.0165, 0.0449, -0.045
O, 2.3419, -1.5235, 18.4533, -0.0639, 0.0701, 0.0632
O, 9.1768, 3.2957, 25.0606, 0.0265, -0.0271, -0.0295
O, 8.7858, 1.961, 18.1318, -0.0132, 0.0718, -0.0863
O, 3.9796, -0.2593, 23.5196, -0.0104, -0.0281, -0.056
O, 5.6573, 9.4052, 27.4522, 0.0185, -0.006, 0.165
O, 1.4839, 10.1797, 23.201, -0.0701, -0.0232, -0.0559
O, 9.0851, -2.0195, 20.9151, 0.0214, -0.0297, -0.0224
O, 13.2411, -3.3004, 22.0968, -0.0446, 0.0328, -0.015
O, 2.2659, 0.9317, 25.1541, -0.0283, -0.0069, 0.0402
O, 7.137, 10.5353, 25.5162, -0.0447, -0.0276, 0.1347
O, 3.6503, 9.0758, 16.0969, 0.0074, 0.0686, -0.36
O, -0.1428, 2.1193, 18.5869, 0.0757, -0.0295, 0.0923
O, 6.5386, 4.7281, 19.6213, 0.0088, 0.0037, -0.0175
O, 5.9231, 6.0069, 26.2134, 0.0402, 0.0069, 0.0902
O, -4.2694, 11.7748, 23.1389, 0.0095, -0.0291, 0.0629
O, 7.2741, 2.9336, 16.2503, 0.0549, 0.1709, -0.2818
O, 2.7639, -5.3291, 20.6529, -0.0414, -0.0302, -0.0785
O, 8.391, 9.613, 18.4689, 0.0775, -0.0011, 0.0502
O, 4.9287, 3.5956, 26.8648, -0.0691, -0.1117, 0.3001
O, 7.6149, 0.1539, 20.552, 0.0554, -0.031, -0.0034
O, 6.4491, 6.741, 21.3565, 0.0248, 0.0114, 0.0463
O, 8.3325, 5.8259, 25.1868, -0.0105, 0.0601, 0.009
O, 4.1123, 6.8699, 22.594, 0.0145, 0.0346, 0.0125
O, -3.1083, -1.5548, 23.4949, 0.0288, -0.041, 0.0093
O, 3.5733, 7.796, 27.3708, 0.1972, 0.0104, 0.3269
O, 5.2414, 11.5842, 21.4651, 0.0189, 0.0266, -0.0562
O, -1.8942, 2.7499, 20.4836, 0.0205, 0.0006, 0.0005
O, 11.4567, 2.0134, 25.4503, -0.0413, -0.0272, 0.0088
O, -2.2401, 17.9092, 22.7243, 0.072, 0.0211, 0.0128
O, 3.9757, 4.9154, 18.3286, 0.0086, -0.0378, 0.004
O, 4.7444, 8.3364, 18.4102, -0.052, 0.0213, -0.1378
O, 13.1472, 2.1176, 27.4225, -0.0651, -0.004, 0.0365
O, 6.7419, 8.6755, 16.6761, 0.0702, -0.007, -0.0403
O, 18.1962, 3.862, 24.7636, 0.0326, -0.0231, 0.0359
O, 2.7658, -1.7985, 25.2576, 0.033, -0.0854, 0.0022
O, 2.0585, -5.6522, 23.195, -0.013, 0.0463, -0.0773
O, 13.461, 3.6819, 25.2994, -0.0406, -0.0408, 0.0748
O, 6.8659, 11.3442, 17.1065, 0.0484, 0.0065, -0.0246
O, 0.9416, 8.377, 26.8923, -0.1466, 0.1012, 0.2777
O, 2.0515, 0.8657, 19.5601, -0.0258, 0.0013, -0.0084
O, -1.5183, 11.1589, 19.7248, 0.0351, -0.0584, 0.0292
O, 2.2067, 6.4225, 25.5863, 0.0007, 0.1721, 0.078
O, 6.1372, 2.3738, 18.6212, 0.0228, 0.0472, -0.0643
O, 9.4127, 0.627, 24.7296, -0.0045, -0.0452, 0.0203
O, 2.7453, 6.965, 17.2796, 0.0176, -0.0191, -0.0483
O, -3.8185, -0.8334, 30.7423, 0.0669, -0.2372, 0.4217
O, -1.9101, 7.4409, 30.9133, -0.0455, 0.1674, 0.2654
O, 9.9647, 7.3703, 11.8261, 0.0744, 0.1128, -0.305
O, 14.712, 2.7716, 13.9912, -0.1383, -0.1476, -0.1248
O, 4.6369, 2.4726, 29.2479, 0.043, 0.0506, 0.0605
O, 8.2318, 6.4306, 28.8665, 0.2426, 0.096, -0.1041

Results
free energy: -176784.330 eV
free energy less fixed offsets of O -568.88, Si -635.61 eV per atom: -1.270 eV

The program warned: the cutoff lies below the one the program advises for these potential files; the exchange-correlation potential is rough where the density is thin.
